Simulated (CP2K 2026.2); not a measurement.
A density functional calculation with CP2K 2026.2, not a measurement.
Periodic cell of 504 atoms, Si360O144, from a study of silicon, its oxide and their interface. The atomic structure is a simulated model.
Doubt: the forces sum to 1.97 eV/angstrom along one axis rather than to zero, so they err by at least 0.0039 eV/angstrom per atom on average; the grid cutoff is modest.

Settings: functional PBE; method Gaussian and plane waves; basis set DZVP-MOLOPT-SR-GTH; pseudopotentials GTH-PBE; grid cutoff 350 Ry, relative cutoff 50 Ry; k points Gamma only; occupations fixed; spin none; net charge 0.

Cell vectors (angstrom)
a	16.32	0	0
b	0	16.32	0
c	-2.5752	0.7523	34.1507

Atoms and the computed forces on them: element, x, y, z (angstrom), force x, y, z (eV/angstrom)
Si	-1.284	15.751	33.998	0.138	-0.133	0.738
Si	1.236	2.32	34.048	0.1	-0.111	0.795
Si	-0.986	4.568	34.012	-0.18	0.196	0.701
Si	4.43	6.637	0.134	-0.227	0.023	0.744
Si	1.167	9.908	0.114	0.063	-0.231	0.724
Si	4.368	12.005	0.166	-0.187	0.233	0.774
Si	4.47	15.475	34.139	-0.133	0.182	0.794
Si	7.324	1.949	34.141	-0.257	0.083	0.745
Si	3.92	5.038	34.099	0.228	-0.118	0.778
Si	7.534	6.931	34.134	-0.332	0.288	0.76
Si	6.604	9.801	0.152	0.168	-0.227	0.766
Si	9.184	12.477	0.199	0.116	0.063	0.798
Si	11.992	15.226	0.18	0.079	-0.047	0.81
Si	14.348	1.825	0.083	0.35	-0.095	0.815
Si	12.33	4.042	0.6	0.037	-0.047	0.639
Si	14.679	7.012	0.153	0.232	-0.074	0.719
Si	12.479	9.187	0.1	-0.114	0.117	0.869
Si	15.181	11.998	0.028	-0.14	0.169	0.846
Si	2.726	16.275	1.24	-0.084	0.045	-0.068
Si	5.364	2.72	1.277	-0.034	-0.01	-0.067
Si	2.737	5.411	1.241	-0.051	0.029	-0.038
Si	5.551	8.162	1.459	-0.008	0.038	-0.009
Si	2.723	10.97	1.469	0.024	-0.013	0
Si	5.509	13.616	1.405	0.024	0.011	-0.034
Si	8.2	0.051	1.228	0.028	-0.018	-0.061
Si	10.859	2.611	1.617	-0.019	-0.039	-0.037
Si	8.239	5.327	1.212	-0.046	0.039	-0.064
Si	10.901	8.009	1.338	-0.016	-0.016	-0.062
Si	8.104	10.922	1.537	0.02	0.001	-0.035
Si	10.82	13.633	1.413	0	0.007	-0.038
Si	13.506	0.113	1.48	0.02	-0.016	-0.044
Si	-0.062	2.739	1.205	0.039	-0.042	-0.043
Si	13.696	5.524	1.671	0.057	0.048	-0.024
Si	0.005	8.224	1.325	0.025	-0.005	-0.042
Si	13.608	10.839	1.344	0.024	0	-0.04
Si	-0.015	13.641	1.293	0.027	-0.03	-0.072
Si	1.293	1.321	2.587	0.013	0.017	0.023
Si	4.048	4.075	2.687	0.027	0.003	0.022
Si	1.38	6.795	2.627	0.001	-0.004	-0.021
Si	4.073	9.5	2.753	0.023	0.011	0.013
Si	1.353	12.35	2.76	-0.028	0.015	-0.001
Si	4.091	14.99	2.674	-0.008	-0.026	-0.012
Si	6.783	1.367	2.607	0.01	-0.003	-0.03
Si	9.437	4.027	2.778	0.004	0.044	0.048
Si	6.951	6.755	2.685	0.009	-0.063	0.032
Si	9.545	9.455	2.682	0.028	-0.005	0.01
Si	6.761	12.267	2.876	0	0.008	0.027
Si	9.476	15.017	2.749	-0.009	0.031	0.018
Si	12.219	1.328	2.971	0.004	-0.018	0.056
Si	15.101	4.077	2.799	0.015	-0.025	0.02
Si	12.214	6.82	2.894	-0.025	0.015	0.044
Si	14.973	9.534	2.759	-0.027	0.003	0.03
Si	12.232	12.229	2.678	0.008	0.002	-0.018
Si	14.943	14.994	2.675	-0.011	-0.005	0.014
Si	-0.008	16.324	4.05	0.022	0.03	-0.002
Si	2.674	2.69	4.005	-0.026	-0.014	-0.045
Si	0.093	5.469	4.108	-0.009	0.022	0.02
Si	2.71	8.129	4.061	-0.008	-0.009	0
Si	0.008	10.923	4.089	-0.002	-0.018	-0.03
Si	2.74	13.667	4.093	-0.015	-0.017	0.01
Si	5.448	16.344	4.027	0.019	-0.002	-0.005
Si	8.077	2.681	4.096	0.025	-0.015	-0.005
Si	5.473	5.426	4.017	0.007	0.012	-0.041
Si	8.211	8.134	4.099	-0.019	-0.009	0.006
Si	5.393	10.868	4.145	-0.013	0.017	-0.002
Si	8.153	13.645	4.141	0.02	0.004	-0.01
Si	10.829	16.276	4.208	-0.037	-0.01	0.012
Si	13.657	2.751	4.151	-0.015	-0.009	-0.032
Si	10.834	5.399	4.138	-0.005	0.006	-0.019
Si	13.609	8.207	4.159	0.029	-0.013	-0.014
Si	10.895	10.852	4.047	-0.012	-0.018	-0.016
Si	13.591	13.602	4.039	-0.005	0.017	-0.011
Si	1.391	14.989	16.275	-0.016	0.023	-0.008
Si	4.094	1.336	16.297	-0.01	-0.019	-0.008
Si	1.371	4.074	16.265	0.003	-0.002	-0.002
Si	4.101	6.802	16.315	-0.019	0.015	0.003
Si	1.377	9.542	16.296	0.006	0.005	-0.01
Si	4.101	12.246	16.332	-0.002	0.026	0.012
Si	6.788	14.95	16.348	-0.02	0.008	0
Si	9.494	1.35	16.314	0.004	-0.015	0.001
Si	6.802	4.067	16.318	0.012	-0.005	0.004
Si	9.506	6.814	16.306	0.007	-0.002	-0.007
Si	6.835	9.528	16.374	0.02	0.016	0.014
Si	9.499	12.214	16.39	-0.018	-0.005	0.012
Si	12.228	14.936	16.331	0.011	0.001	0.008
Si	14.956	1.352	16.267	-0.007	0.002	-0.008
Si	12.211	4.089	16.311	-0.009	0.008	0.007
Si	14.935	6.811	16.305	-0.009	-0.01	0.022
Si	12.196	9.509	16.316	0.004	-0.01	0.005
Si	14.976	12.256	16.29	0.01	-0.026	-0.001
Si	2.809	16.249	17.674	0.004	-0.022	0.037
Si	5.413	2.714	17.662	0.024	0.003	0.006
Si	2.743	5.407	17.635	0.003	-0.019	-0.001
Si	5.463	8.153	17.69	-0.005	-0.046	0.033
Si	2.717	10.911	17.672	-0.012	-0.031	0.018
Si	5.46	13.575	17.737	-0.02	0.021	-0.002
Si	8.108	16.351	17.694	0.023	-0.004	0
Si	10.864	2.698	17.659	-0.028	0	0.017
Si	8.175	5.436	17.654	-0.008	0.024	0.013
Si	10.829	8.16	17.709	0.008	0	0.018
Si	8.169	10.859	17.827	-0.006	-0.01	0.01
Si	10.87	13.583	17.721	0.017	-0.016	0.036
Si	13.615	16.312	17.642	0.012	0	0.003
Si	-0.005	2.722	17.591	-0.008	-0.001	0.023
Si	13.538	5.479	17.668	0.011	0.017	0.03
Si	0.025	8.162	17.623	0.005	0.023	0.007
Si	13.578	10.895	17.602	-0.006	0.025	0.005
Si	0.01	13.667	17.615	0.016	-0.003	-0.004
Si	1.412	1.35	18.873	-0.013	0.027	-0.045
Si	4.1	4.087	19.044	-0.003	0.017	0.011
Si	1.379	6.759	18.952	-0.044	0.01	-0.028
Si	4.075	9.523	19.009	-0.008	0.021	-0.009
Si	1.407	12.388	18.976	0.024	0.04	-0.027
Si	4.139	14.888	19.168	-0.037	0.027	-0.015
Si	6.699	1.36	19.07	-0.017	-0.029	-0.026
Si	9.49	4.045	19.015	-0.001	0.002	-0.033
Si	6.821	6.758	19.045	-0.008	0.023	-0.007
Si	9.551	9.479	19.2	0.005	0.014	0.028
Si	6.77	12.235	19.172	0.028	-0.022	-0.016
Si	9.481	14.995	19.02	-0.009	0	-0.047
Si	12.268	1.354	18.984	-0.002	0.023	-0.017
Si	-1.382	4.094	18.932	0.017	-0.009	-0.072
Si	12.143	6.796	19.089	0.012	-0.038	-0.021
Si	-1.356	9.555	18.907	0.018	0.009	-0.029
Si	12.277	12.207	19.06	-0.016	-0.006	-0.026
Si	-1.362	14.959	19.019	-0.005	-0.019	0
Si	0.109	16.306	20.235	0.055	-0.048	0.058
Si	2.707	2.69	20.292	0.015	-0.029	0.042
Si	-0.016	5.445	20.285	0.021	0.005	0.039
Si	2.72	8.094	20.302	0.039	-0.076	0.039
Si	-0.084	11.09	20.152	-0.087	0.009	0.019
Si	2.771	13.528	20.577	0.043	-0.034	0.02
Si	5.443	16.307	20.558	-0.012	-0.036	0.026
Si	7.995	2.816	20.358	-0.032	0.093	0.043
Si	5.458	5.421	20.448	0.007	0.002	0.043
Si	8.153	8.052	20.505	0.008	-0.01	0.046
Si	5.378	10.84	20.498	-0.032	-0.001	0.053
Si	8.17	13.634	20.458	0.003	0.012	0.033
Si	10.875	16.382	20.328	0.012	-0.018	0.039
Si	13.624	2.72	20.314	0.001	0.031	0.072
Si	10.821	5.31	20.471	0.076	0.039	0.021
Si	13.62	8.214	20.282	-0.048	-0.006	0.032
Si	11.018	10.816	20.533	0.055	-0.024	0.014
Si	13.587	13.641	20.425	-0.013	0.013	0.057
Si	1.595	15.216	21.699	-0.115	-0.217	-0.81
Si	3.753	1.164	21.725	0.277	0.096	-0.79
Si	1.136	3.864	21.542	0.113	0.146	-0.769
Si	4.328	7.03	21.701	-0.225	-0.104	-0.773
Si	1.356	9.708	21.236	0.035	-0.126	-0.716
Si	3.692	11.717	21.954	0.416	0.508	-0.635
Si	7.175	15.28	21.858	-0.415	-0.374	-0.628
Si	9.304	1.337	21.503	0.239	0.113	-0.708
Si	6.876	4.236	21.952	-0.191	-0.187	-0.678
Si	9.203	6.357	21.801	0.024	0.102	-0.735
Si	6.522	9.232	21.731	0.203	0.042	-0.825
Si	9.831	12.494	21.638	-0.021	-0.098	-0.825
Si	11.946	14.793	21.669	0.099	0.008	-0.785
Si	-0.997	1.602	21.443	-0.09	0.002	-0.815
Si	12.531	4.244	21.742	-0.291	-0.276	-0.652
Si	14.689	6.591	21.532	0.292	0.151	-0.739
Si	12.743	9.724	21.843	-0.306	-0.032	-0.707
Si	-1.518	12.133	21.757	0.174	0.187	-0.672
Si	13.238	3.766	24.615	-0.057	-0.002	-0.169
Si	2.666	11.437	24.665	0.127	0.048	-0.133
Si	9.578	13.089	30.097	-0.122	-0.045	0.08
Si	8.47	10.567	23.702	-0.01	-0.047	-0.212
Si	-0.183	2.427	28.494	0	0.057	0.024
Si	5.127	7.057	30.182	-0.066	-0.045	-0.005
Si	7.307	16.212	24.606	-0.096	-0.071	-0.107
Si	11.747	2.836	27.274	0.079	-0.074	0.141
Si	6.176	16.003	27.474	-0.001	0.12	-0.096
Si	1.062	9.206	25.867	-0.008	0.09	0.017
Si	-0.878	10.278	28.057	0.106	-0.182	0.048
Si	0.084	8.068	23.42	-0.055	-0.109	0.051
Si	-1.451	1.241	24.292	-0.072	-0.019	0.054
Si	4.323	4.355	31.058	0.085	0.016	0.099
Si	-1.845	6.37	25.73	0.057	-0.026	0.112
Si	5.384	2.384	24.084	-0.021	0.221	-0.036
Si	6.183	8.5	28.045	0.029	0.05	-0.17
Si	7.982	11.312	32.192	-0.034	-0.031	0.143
Si	-0.511	5.396	28.22	-0.07	0.006	-0.094
Si	11.232	13.873	26.45	0.027	-0.027	0.12
Si	9.822	1.617	24.413	-0.095	0.051	0.04
Si	10.397	10.631	28.54	-0.078	0.024	-0.026
Si	5.293	11.22	28.824	-0.064	-0.15	-0.088
Si	3.868	1.625	26.66	0.057	0.12	-0.018
Si	9.87	7.895	24.343	-0.025	0.043	-0.049
Si	10.968	16.47	28.204	-0.047	0.042	-0.021
Si	2.725	2.218	29.553	0.012	-0.041	-0.146
Si	8.733	12.029	26.34	0.173	0.048	0.039
Si	2.332	5.865	23.591	-0.017	-0.017	-0.126
Si	12.738	11.1	26.809	-0.052	0.079	-0.013
Si	5.383	9.803	31.488	0.047	0.134	0.044
Si	9.11	3.694	26.749	0.037	0.076	-0.101
Si	2.591	16.723	31.892	-0.002	0.008	0.203
Si	12.593	8.743	24.86	0.171	0.027	-0.109
Si	8.223	6.747	26.681	-0.045	-0.039	0.13
Si	7.156	13.388	28.386	0.027	0.056	0.118
Si	13.405	1.49	29.283	-0.1	-0.026	-0.058
Si	13.038	0.854	32.179	-0.041	-0.084	0.114
Si	-1.04	7.826	29.883	-0.112	0.068	-0.016
Si	0.326	12.701	29.182	0.086	0.048	0.033
Si	1.162	6.272	26.107	-0.048	0.014	0.04
Si	0.559	14.329	31.909	-0.068	0.025	0.086
Si	7.788	6.304	31.213	-0.025	-0.014	0.231
Si	0.897	1.065	26.137	0.031	0.049	0.031
Si	-2.219	6.722	32.328	-0.009	-0.14	-0.088
Si	-0.059	8.743	32.459	0.029	0.046	0.063
Si	0.348	13.402	23.925	-0.055	0.037	-0.026
Si	12.345	16.083	24.473	-0.029	0.006	-0.05
Si	8.905	8.109	29.246	-0.043	-0.051	-0.03
Si	2.851	12.659	27.582	-0.162	0.038	-0.017
Si	8.25	1.567	28.879	0.171	-0.03	-0.013
Si	11.259	14.635	32.117	0.008	-0.002	0.206
Si	7.203	3.339	31.267	-0.035	-0.003	0.094
Si	0.702	14.46	26.865	0.147	-0.131	-0.086
Si	1.361	14.999	5.44	-0.006	0.005	0.005
Si	4.062	1.366	5.389	0	0.01	-0.012
Si	1.406	4.069	5.445	-0.008	-0.003	0
Si	4.108	6.785	5.4	0.009	0.001	-0.008
Si	1.362	9.521	5.42	0.006	0.001	-0.002
Si	4.05	12.259	5.466	0.002	-0.018	0.002
Si	6.774	14.998	5.455	-0.008	0.002	0.006
Si	9.468	1.364	5.483	-0.001	0	0.01
Si	6.759	4.069	5.448	0.005	0.014	-0.003
Si	9.524	6.787	5.496	0.007	0.006	0.005
Si	6.809	9.5	5.436	0	-0.005	-0.004
Si	9.534	12.23	5.423	0.009	-0.009	-0.013
Si	12.24	14.912	5.474	0.007	-0.002	0.001
Si	14.987	1.35	5.466	0.004	-0.005	0
Si	12.249	4.084	5.477	-0.01	-0.003	0.026
Si	14.988	6.805	5.448	-0.016	-0.024	0.002
Si	12.243	9.558	5.486	-0.007	-0.001	0
Si	14.952	12.267	5.437	-0.004	0.003	-0.012
Si	2.728	16.342	6.795	-0.008	-0.004	0.001
Si	5.403	2.713	6.796	-0.006	0.014	0.004
Si	2.761	5.434	6.792	0.019	-0.03	0.002
Si	5.442	8.146	6.79	-0.004	0.002	-0.003
Si	2.702	10.878	6.804	-0.001	0.015	0.005
Si	5.431	13.613	6.805	-0.006	-0.001	0.003
Si	8.129	16.327	6.84	0	0.014	0.009
Si	10.871	2.715	6.814	0.003	0.001	-0.006
Si	8.137	5.423	6.813	-0.001	0.001	0.001
Si	10.889	8.168	6.826	0.009	-0.012	0.004
Si	8.166	10.876	6.786	-0.005	0	-0.006
Si	10.882	13.562	6.825	0.038	-0.013	-0.001
Si	13.604	16.307	6.805	-0.009	0.004	-0.01
Si	0.022	2.727	6.807	-0.001	0.003	-0.001
Si	13.613	5.457	6.814	-0.014	0.005	-0.001
Si	0.013	8.172	6.804	-0.003	0.011	-0.005
Si	13.608	10.914	6.826	-0.014	0.008	0.002
Si	0.001	13.62	6.792	0.006	-0.003	0.001
Si	1.372	1.371	8.169	0.014	0.019	0.008
Si	4.082	4.078	8.177	0	0.012	0.016
Si	1.381	6.8	8.143	-0.008	0.004	-0.016
Si	4.082	9.518	8.147	0.005	0.007	-0.007
Si	1.347	12.244	8.158	-0.013	-0.02	0.004
Si	4.072	14.969	8.161	-0.004	0.001	0.007
Si	6.771	1.371	8.175	0.003	-0.017	0.006
Si	9.513	4.078	8.17	0.016	0.004	0.004
Si	6.789	6.793	8.168	-0.012	-0.009	0.01
Si	9.515	9.524	8.166	0.008	0.005	0
Si	6.804	12.241	8.146	0	0.002	-0.01
Si	9.515	14.949	8.16	-0.015	0	-0.009
Si	12.235	1.347	8.16	-0.009	-0.005	-0.005
Si	14.968	4.082	8.16	-0.013	-0.012	-0.001
Si	12.252	6.811	8.177	0.02	0.002	0.005
Si	14.967	9.53	8.163	0.007	-0.01	0.006
Si	12.243	12.238	8.2	-0.009	0.003	0.016
Si	14.964	14.962	8.17	-0.002	0.003	0.002
Si	0.006	16.326	9.52	-0.002	-0.006	-0.004
Si	2.721	2.726	9.535	-0.002	0.004	0.008
Si	0.011	5.449	9.509	0.007	0.001	-0.005
Si	2.727	8.16	9.515	-0.003	-0.01	-0.001
Si	-0.001	10.887	9.529	-0.004	0.013	0.002
Si	2.717	13.598	9.514	-0.002	0.002	0.002
Si	5.431	16.318	9.53	-0.002	0.013	0.007
Si	8.151	2.72	9.527	-0.01	0.002	0.002
Si	5.439	5.438	9.535	0.001	-0.017	0.005
Si	8.154	8.16	9.518	-0.002	0.007	-0.003
Si	5.443	10.88	9.505	-0.001	-0.011	0.004
Si	8.158	13.594	9.519	0.011	-0.007	0.002
Si	10.876	16.31	9.521	0.017	0.004	0
Si	13.597	2.718	9.511	0.004	0.005	-0.005
Si	10.879	5.443	9.521	-0.007	0.005	-0.002
Si	13.609	8.172	9.529	-0.014	0.001	0.004
Si	10.875	10.873	9.536	0.013	-0.002	0.007
Si	13.603	13.609	9.539	-0.004	-0.003	0.007
Si	1.361	14.957	10.874	-0.001	0.004	-0.003
Si	4.081	1.36	10.886	-0.011	-0.001	0.002
Si	1.359	4.093	10.881	-0.008	-0.005	-0.001
Si	4.078	6.803	10.887	0.004	0	0.005
Si	1.369	9.523	10.879	-0.003	-0.003	-0.004
Si	4.087	12.238	10.87	-0.002	-0.003	-0.007
Si	6.8	14.953	10.88	0.002	0.006	-0.003
Si	9.513	1.35	10.879	-0.001	-0.013	-0.005
Si	6.801	4.081	10.89	0.005	0.022	0.008
Si	9.517	6.804	10.877	0.007	-0.002	0.006
Si	6.797	9.522	10.875	0	0.008	-0.005
Si	9.515	12.24	10.886	-0.001	-0.007	-0.003
Si	12.234	14.961	10.894	0.004	-0.001	0.006
Si	14.955	1.363	10.874	-0.006	0.011	0.001
Si	12.237	4.076	10.875	0.005	-0.01	-0.002
Si	14.97	6.804	10.877	0.009	0.004	-0.01
Si	12.238	9.519	10.889	-0.002	-0.005	0.008
Si	14.957	12.241	10.891	-0.006	-0.004	0.008
Si	2.725	16.311	12.231	-0.007	0.004	-0.001
Si	5.444	2.715	12.243	0.006	-0.009	-0.002
Si	2.719	5.444	12.249	-0.016	-0.003	0.004
Si	5.443	8.163	12.24	-0.003	0.001	0.001
Si	2.738	10.877	12.238	0.001	0.007	0
Si	5.447	13.59	12.241	0.001	-0.004	0.002
Si	8.164	16.304	12.244	0	0.004	0
Si	10.872	2.716	12.235	0	0.001	-0.001
Si	8.159	5.449	12.241	0.005	-0.006	-0.001
Si	10.873	8.161	12.241	0.01	0.008	-0.005
Si	8.151	10.883	12.24	0.009	-0.008	-0.004
Si	10.874	13.595	12.252	-0.008	0.005	0.004
Si	13.595	16.328	12.242	0.003	0.007	0.001
Si	-0.008	2.731	12.226	0.012	0.001	-0.004
Si	13.599	5.442	12.228	0	0.008	0.001
Si	0.003	8.168	12.238	-0.005	-0.006	0.003
Si	13.588	10.886	12.249	-0.002	-0.007	-0.001
Si	0.005	13.6	12.238	-0.003	-0.003	-0.004
Si	1.363	1.366	13.562	-0.02	0.001	-0.015
Si	4.086	4.075	13.599	0.008	-0.002	0.005
Si	1.361	6.813	13.603	-0.001	0.008	0.004
Si	4.104	9.529	13.611	0.001	-0.014	-0.001
Si	1.374	12.239	13.587	0.002	-0.009	-0.003
Si	4.087	14.953	13.591	-0.018	0.022	-0.006
Si	6.806	1.348	13.594	0.009	-0.008	-0.003
Si	9.514	4.083	13.592	-0.011	0.004	0.001
Si	6.8	6.807	13.604	0.001	0.008	0
Si	9.509	9.524	13.595	-0.013	0.012	-0.009
Si	6.805	12.239	13.617	0.003	-0.003	-0.004
Si	9.51	14.94	13.621	0.018	-0.007	0
Si	12.221	1.355	13.603	0.006	0.002	0.002
Si	14.951	4.082	13.591	-0.001	-0.002	-0.001
Si	12.235	6.798	13.589	0.001	-0.011	0.002
Si	14.951	9.523	13.595	0.003	0.01	0.004
Si	12.223	12.234	13.618	0.009	-0.003	0.009
Si	14.961	14.962	13.588	0.002	0	0.007
Si	0.015	16.332	14.919	0.023	0.03	-0.008
Si	2.727	2.695	14.934	-0.034	-0.019	-0.006
Si	-0.012	5.45	14.946	0.005	0.003	0.016
Si	2.74	8.166	14.957	-0.01	0.013	0.001
Si	0.005	10.885	14.937	0.004	-0.005	-0.006
Si	2.737	13.59	14.951	-0.005	-0.01	0.002
Si	5.454	16.302	14.95	0.015	0.001	-0.002
Si	8.157	2.718	14.947	0.012	-0.005	-0.006
Si	5.448	5.434	14.957	0.01	0.005	0.001
Si	8.153	8.178	14.962	0.008	-0.001	-0.005
Si	5.468	10.878	14.992	-0.011	-0.007	0.002
Si	8.157	13.582	15.003	0.004	0.011	0
Si	10.869	16.304	14.972	-0.027	0.002	0.001
Si	13.578	2.729	14.947	0.005	-0.004	0.014
Si	10.867	5.449	14.949	0.013	0.006	-0.004
Si	13.579	8.169	14.95	0.007	0.01	-0.005
Si	10.842	10.879	14.976	-0.007	-0.017	0
Si	13.597	13.607	14.949	-0.001	0.004	0.006
O	12.373	16.568	29.037	0.037	-0.602	0.155
O	1.418	7.166	23.305	0.081	0.034	-0.18
O	5.398	8.148	22.241	-0.135	-0.005	0.422
O	-1.565	0.826	22.745	-0.087	-0.388	-0.009
O	12.295	3.708	23.282	-0.496	-0.127	0.322
O	7.117	9.997	23.041	-0.376	0.355	0.528
O	9.012	7.137	30.545	0.415	-0.06	0.407
O	13.774	10.944	22.208	0.206	-0.019	0.184
O	1.819	12.206	28.756	0.32	-0.61	0.524
O	-0.95	12.814	23.142	-0.377	0.293	0.292
O	3.889	11.765	23.609	0.559	0.012	0.496
O	4.745	16.643	27.078	-0.06	-0.129	-0.176
O	11.216	7.972	25.22	-0.129	-0.455	0.412
O	8.049	5.318	22.371	0.071	0.206	0.339
O	4.2	1.941	23.082	-0.183	0.327	0.119
O	9.891	13.103	25.96	-0.18	0.054	-0.408
O	10.046	6.904	23.082	0.588	-0.189	0.065
O	-0.738	14.864	32.728	-0.318	-0.325	-0.339
O	8.37	0.762	33.723	-0.12	-0.232	-0.411
O	13.773	11.699	33.707	0.071	0.125	-0.191
O	6.967	2.708	32.747	-0.265	-0.001	-0.12
O	-2.144	16.967	33.311	-0.163	0.446	-0.046
O	11.848	14.807	25.307	0.18	-0.055	-0.239
O	2.516	10.597	21.943	-0.102	-0.05	0.23
O	12.659	6.926	33.011	-0.447	-0.26	-0.211
O	-1.665	5.221	32.649	-0.257	-0.244	-0.616
O	4.72	2.557	25.587	-0.091	0.353	0.307
O	12.546	15.532	22.971	0.425	0.433	0.011
O	8.318	16.43	21.908	0.024	0.049	0.173
O	0.124	13.957	25.428	-0.42	0.226	0.179
O	4.281	12.328	28.23	0.164	0.384	0.17
O	7.978	2.287	30.308	0.521	-0.23	0.189
O	10.531	12	29.382	0.571	0.194	-0.111
O	3.173	0.952	30.479	0.25	-0.433	-0.22
O	1.336	13.32	32.876	0.295	-0.401	-0.382
O	9.178	10.536	32.938	-0.033	-0.139	-0.311
O	2.491	1.201	25.904	0.026	-0.22	-0.553
O	6.952	10.217	31.605	0.397	-0.352	-0.478
O	11.009	8.84	33.738	-0.09	-0.122	-0.585
O	6.168	3.631	23.332	-0.209	0.257	0.249
O	0.891	5.358	27.396	0.672	-0.271	0.31
O	6.936	15.701	26.081	0.403	-0.362	0.018
O	3.446	2.298	28.091	0.099	0.496	-0.007
O	2.838	11.583	33.911	-0.149	-0.071	-0.4
O	8.69	7.338	25.265	-0.186	0.153	-0.122
O	5.093	8.232	31.279	-0.028	-0.092	0.312
O	-1.154	7.705	33.055	0.196	-0.102	0.477
O	13.67	5.292	24.863	-0.056	0.348	-0.518
O	13.768	7.818	25.518	0.274	0.113	0.273
O	0.114	3.429	33.551	-0.089	0.149	-0.344
O	0.197	13.501	30.575	-0.348	0.052	-0.111
O	-0.527	10.196	32.961	0.155	0.228	-0.451
O	11.32	1.009	24.478	0.199	0.305	0.223
O	7.262	7.108	32.534	-0.536	0.173	-0.366
O	8.29	2.703	27.722	-0.487	0.18	0.023
O	12.293	12.667	26.759	0.157	0.113	-0.027
O	3.111	3.537	30.395	-0.296	0.393	0.02
O	-0.748	3.918	28.803	-0.181	0.043	0.224
O	6.58	6.351	30.148	-0.034	-0.162	-0.639
O	7.485	12.866	26.899	-0.308	-0.026	-0.487
O	1.488	15.595	31.554	-0.053	0.019	-0.295
O	0.419	10.07	27.081	0.28	0.193	-0.044
O	9.304	10.925	27.383	-0.143	-0.457	0.056
O	8.856	16.667	24.699	0.221	-0.198	0.028
O	12.572	10.266	25.425	-0.123	0.164	-0.229
O	10.553	3.915	27.471	0.184	0.584	0.561
O	9.417	2.901	25.343	-0.205	0.262	-0.15
O	1.38	8.291	33.005	0.346	0.248	-0.3
O	2.907	6.271	33.724	-0.15	-0.022	-0.394
O	7.188	12.312	33.162	-0.007	-0.247	-0.347
O	10.723	3.792	33.873	-0.138	0.184	-0.317
O	3.793	6.242	23.034	0.264	-0.288	0.552
O	1.576	7.794	26.484	0.391	0.189	0.147
O	1.905	1.625	32.727	0.026	0.203	-0.4
O	12.705	2.79	28.584	0.174	0.428	0.307
O	13.766	16.635	25.049	0.034	-0.301	0.402
O	-0.288	6.507	29.357	0.625	-0.046	0.404
O	-2.273	7.216	30.777	-0.482	-0.026	-0.318
O	-0.108	8.892	24.794	-0.424	0.077	0.036
O	8.069	4.717	31.425	0.693	-0.202	0.008
O	5.636	10.018	27.748	0.025	0.259	-0.47
O	11.849	10.329	27.92	0.057	-0.689	0.225
O	9.943	9.337	29.393	0.215	-0.21	0.201
O	9.673	2.128	22.881	-0.052	0.358	0.061
O	9.18	7.232	27.903	0.736	-0.032	0.088
O	0.571	16.053	26.992	0.017	0.179	0.28
O	4.313	4.345	32.681	0.342	-0.181	0.013
O	12.585	8.887	23.238	0.06	-0.28	0.034
O	10.883	14.94	27.652	-0.119	-0.089	0.338
O	6.988	0.656	28.469	-0.253	-0.041	0.255
O	2.66	16.359	22.189	0.006	0.189	0.551
O	-0.052	8.653	30.858	0.588	0.454	-0.369
O	10.544	14.198	30.747	-0.136	0.193	-0.542
O	-0.53	11.329	29.24	-0.101	-0.015	0.526
O	11.147	1.322	27.079	-0.264	-0.059	-0.621
O	9.604	16.956	28.975	0.074	-0.163	0.232
O	6.462	1.203	24.202	0.14	0.064	-0.155
O	0.047	2.74	22.011	-0.148	-0.017	0.577
O	10.88	13.641	22.173	0.103	0.126	0.56
O	4.685	10.14	32.889	-0.114	0.085	-0.304
O	8.312	5.109	26.587	-0.379	-0.2	-0.199
O	2.286	14.134	27.155	0.379	0.21	-0.19
O	4.102	5.876	30.537	-0.644	0.108	0.041
O	8.744	5.828	33.99	0.027	0.245	-0.555
O	-1.202	7.211	22.981	-0.459	0.155	0.32
O	0.318	2.332	26.959	0.114	0.406	-0.197
O	-1.763	5.897	27.295	-0.473	-0.114	0.334
O	9.099	11.81	22.907	-0.318	0.109	0.177
O	1.777	4.535	22.88	-0.068	-0.326	0.396
O	8.138	11.151	25.144	-0.505	0.098	0.266
O	5.561	14.323	33.701	-0.104	0.101	-0.296
O	11.955	1.872	32.783	-0.17	0.175	-0.455
O	0.918	14.635	23.055	-0.353	0.048	0.261
O	-0.265	6.333	25.296	-0.105	-0.015	-0.642
O	6.966	15.059	23.486	0.042	-0.568	0.345
O	11.931	13.344	32.82	-0.069	-0.229	-0.505
O	6.768	7.48	26.91	-0.375	-0.157	-0.531
O	0.264	9.218	22.322	-0.358	0.381	-0.081
O	6.087	14.594	28.27	-0.278	-0.189	0.171
O	5.74	3.676	30.642	0.095	-0.342	-0.393
O	9.544	9.368	23.761	0.211	0.019	-0.409
O	1.385	12.183	24.028	-0.047	-0.304	-0.303
O	-1.404	1.377	28.7	0.177	-0.23	-0.339
O	0.068	0.978	24.762	0.476	-0.241	-0.432
O	2.306	5.607	25.185	0.408	-0.466	0.343
O	10.13	15.256	33.073	-0.134	-0.098	-0.373
O	4.751	10.582	30.212	-0.313	0.217	0.087
O	12.499	3.24	25.931	-0.088	-0.232	0.152
O	-2.031	10.975	27.189	0.035	0.221	-0.34
O	8.545	13.836	29.096	0.043	0.307	0.079
O	7.411	8.743	29.093	-0.056	0.175	0.557
O	-0.172	13.706	28.003	-0.371	0.161	-0.021
O	4.925	7.718	28.722	-0.603	-0.122	-0.368
O	1.108	2.122	29.417	-0.141	-0.332	0.436
O	12.392	15.741	31.833	0.139	-0.096	-0.15
O	6.588	12.116	29.202	0.144	-0.079	0.402
O	-1.787	2.818	24.432	0.601	0.379	-0.098
O	3.783	16.075	32.783	0.229	0.213	-0.359
O	-1.394	8.859	28.682	-0.427	0.056	-0.139
O	8.686	12.276	31.14	0.072	-0.092	0.129
O	2.974	11.952	26.147	0.12	0.116	-0.128
O	13.624	1.582	30.875	0.457	0.414	0.13
O	13.596	5.462	21.925	-0.125	0.101	0.309
O	2.256	9.892	25.001	0.507	-0.269	0.034

Results
total energy: -101652.297 eV
total energy less fixed offsets of O -438.35, Si -107.03 eV per atom: 0.903 eV
